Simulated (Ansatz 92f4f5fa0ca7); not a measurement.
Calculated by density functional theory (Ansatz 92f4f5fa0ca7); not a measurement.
Periodic cell of 315 atoms, Si221O94, from a study of silicon, its oxide and their interface. The atomic structure is a simulated model.
Doubt: the cutoff is far below the 930 eV that the study's wrapper takes by default for these files, so forces and energies are approximate.
This geometry differs little from another in the collection (a relaxation step or a small displacement).

Settings
functional: PBE
potential files: Ansatz PAW
basis: plane waves
wave-function cutoff: 580 eV
density cutoff ratio: 5
exchange-correlation grid ratio: 1
k mesh: 1 x 1 x 1, Gamma-centred
self-consistency stop: 5e-08 eV per atom in the density residual
occupations: fixed
spin: none
net charge: 0

Cell vectors (angstrom)
a  11.6015  0  0
b  0  10.938  0
c  0  0  44.1548

Atoms and the computed forces on them: element, x, y, z (angstrom), force x, y, z (eV/angstrom)
Si  0  0  43.1863  -0.0069  0.0386  0.0069
Si  3.8672  0  43.1863  -0.0068  0.0273  0.0071
Si  7.7343  0  43.1863  -0.0105  0.0399  0.0065
Si  1.9336  1.3673  43.1863  -0.0044  -0.0398  -0.0082
Si  5.8008  1.3673  43.1863  -0.0108  -0.0324  -0.0018
Si  9.6679  1.3673  43.1863  -0.0087  -0.0375  -0.0054
Si  0  5.469  43.1863  -0.0087  0.044  0.0036
Si  3.8672  5.469  43.1863  -0.0086  0.045  0.0015
Si  7.7343  5.469  43.1863  -0.0075  0.0457  -0.0026
Si  1.9336  6.8362  43.1863  -0.0104  -0.0123  0.0122
Si  5.8008  6.8362  43.1863  -0.0083  -0.0411  -0.0046
Si  9.6679  6.8362  43.1863  -0.008  -0.0352  0.001
Si  1.9336  2.7345  41.2528  -0.0305  -0.0191  -0.0313
Si  5.8008  2.7345  41.2528  -0.0106  -0.0137  0.0181
Si  9.6679  2.7345  41.2528  -0.032  -0.0167  -0.0068
Si  0  4.1018  41.2528  -0.0194  -0.091  0.0044
Si  3.8672  4.1018  41.2528  -0.0154  -0.0765  -0.0102
Si  7.7343  4.1018  41.2528  -0.032  -0.0757  -0.0107
Si  1.9336  8.2035  41.2528  -0.0133  -0.0274  0.0863
Si  5.8008  8.2035  41.2528  -0.0258  -0.0398  -0.053
Si  9.6679  8.2035  41.2528  -0.0301  -0.0305  -0.0073
Si  0  9.5708  41.2528  -0.0314  -0.0693  -0.0152
Si  3.8672  9.5708  41.2528  -0.0271  -0.0713  0.0064
Si  7.7343  9.5708  41.2528  -0.0185  -0.085  0.0131
Si  0  0  2.8987  0.0095  0.0452  0.0078
Si  3.8672  0  2.8987  0.0084  0.0073  -0.0131
Si  7.7343  0  2.8987  0.0099  0.0462  0.0077
Si  1.9336  1.3673  2.8987  0.0109  -0.0345  -0.0074
Si  5.8008  1.3673  2.8987  0.0085  -0.0412  0.0005
Si  9.6679  1.3673  2.8987  0.008  -0.0475  0.0032
Si  0  5.469  2.8987  0.0122  0.0471  0.0141
Si  3.8672  5.469  2.8987  0.0069  0.0405  0.0057
Si  7.7343  5.469  2.8987  0.0124  0.0361  0.0051
Si  1.9336  6.8362  2.8987  0.0118  -0.035  -0.002
Si  5.8008  6.8362  2.8987  0.0098  -0.0337  -0.0074
Si  9.6679  6.8362  2.8987  0.0088  -0.0481  0.001
Si  1.9336  2.7345  0.9651  -0.0001  0.0335  0.0065
Si  5.8008  2.7345  0.9651  -0.0003  0.0325  0.0067
Si  9.6679  2.7345  0.9651  0.0005  0.0377  0.0092
Si  0  4.1018  0.9651  0.0014  -0.0397  -0.007
Si  3.8672  4.1018  0.9651  0.0002  -0.0386  -0.0067
Si  7.7343  4.1018  0.9651  -0.0011  -0.0365  -0.0073
Si  1.9336  8.2035  0.9651  0.003  0.0259  0.0112
Si  5.8008  8.2035  0.9651  -0.0026  0.036  0.0025
Si  9.6679  8.2035  0.9651  0.0007  0.0395  0.0074
Si  0  9.5708  0.9651  0.0016  -0.039  -0.003
Si  3.8672  9.5708  0.9651  -0.0012  -0.0206  -0.0102
Si  7.7343  9.5708  0.9651  -0.0003  -0.0402  -0.0024
Si  0.0331  0.0176  6.7691  0.003  -0.0153  0.0023
Si  3.9011  0.0294  6.7407  0.0009  -0.003  -0.0011
Si  7.7698  0.0274  6.7689  0.0023  -0.0154  -0.0015
Si  1.9635  1.3874  6.7699  0.0031  0.0121  0.0022
Si  5.8364  1.3913  6.7754  0  0.0146  0.006
Si  9.705  1.3871  6.7793  0.0015  0.0133  0.0041
Si  0.0264  5.4879  6.7702  0.0016  -0.0138  0.0017
Si  3.9004  5.494  6.7639  0.0033  -0.0135  -0.0008
Si  7.7707  5.4902  6.7612  -0.0005  -0.0106  -0.0011
Si  1.9617  6.8491  6.7754  -0.0008  0.0127  0.0034
Si  5.8377  6.8537  6.7688  0.0022  0.0124  0.0059
Si  9.6994  6.86  6.7833  0.001  0.0158  0.005
Si  1.9336  2.7345  4.8323  0.0132  0.0801  -0.023
Si  5.8008  2.7345  4.8323  0.0336  0.0869  0.0011
Si  9.6679  2.7345  4.8323  0.0407  0.0689  0.031
Si  0  4.1018  4.8323  0.0107  0.0365  0.0572
Si  3.8672  4.1018  4.8323  0.0347  0.0339  0.0511
Si  7.7343  4.1018  4.8323  0.0352  0.0303  0.0175
Si  1.9336  8.2035  4.8323  0.0134  0.0597  0.0419
Si  5.8008  8.2035  4.8323  0.0355  0.0759  -0.0169
Si  9.6679  8.2035  4.8323  0.0302  0.0717  0.05
Si  0  9.5708  4.8323  0.028  0.0339  0.0487
Si  3.8672  9.5708  4.8323  0.0299  0.0343  -0.0833
Si  7.7343  9.5708  4.8323  0.0297  0.0491  0.0815
Si  -0.2034  -0.1057  31.5917  0.005  -0.0031  0.0015
Si  3.699  0.0067  31.5616  0.0007  -0.0029  0.0004
Si  7.6535  -0.0843  31.6731  0.0017  -0.0051  0.006
Si  1.7043  1.2756  31.5113  -0.0025  0.0053  0.0016
Si  5.7016  1.2537  31.6243  -0.0027  0.0068  -0.0007
Si  9.4695  1.3669  31.6892  -0.0042  0.0078  0.0059
Si  -0.0079  5.2857  31.4928  0.0019  -0.0142  -0.0036
Si  3.9476  5.2138  31.6277  -0.0085  -0.0191  -0.0039
Si  7.4841  5.5383  31.4611  0.0032  -0.0081  -0.0013
Si  1.9892  6.58  31.7153  0.0007  0.0095  0.005
Si  5.5442  6.9209  31.5769  0.0016  0.0151  -0.0039
Si  9.625  6.6122  31.5275  -0.0067  0.006  0.0011
Si  1.8506  2.6059  33.499  0.0007  0.0021  -0.0128
Si  5.7846  2.6348  33.5629  0.0028  0.0018  -0.0102
Si  9.5968  2.7789  33.5548  0.0006  0.0024  -0.0174
Si  11.5856  4.0466  33.5217  -0.0013  -0.0027  -0.0093
Si  3.8186  3.9165  33.5637  -0.0022  -0.0019  -0.0141
Si  7.6332  4.141  33.4677  0.0005  -0.0014  -0.0052
Si  1.8412  8.0615  33.6034  -0.0056  -0.0017  -0.0073
Si  5.6495  8.2171  33.5319  -0.0017  -0.0008  -0.0082
Si  9.5591  8.0248  33.4964  0.0018  0.0014  -0.0064
Si  11.4768  9.4269  33.5172  -0.003  -0.0032  -0.0122
Si  3.7028  9.5526  33.525  -0.001  0.0001  -0.0066
Si  7.6501  9.4445  33.5464  -0.0027  -0.0041  -0.0148
Si  11.5167  -0.081  35.4302  -0.0006  0.0012  0.0001
Si  3.79  -0.0397  35.4623  -0.001  -0.0011  0.0002
Si  7.697  -0.0716  35.4519  -0.001  0.006  -0.0039
Si  1.8472  1.2856  35.4531  0.0014  -0.0014  -0.0002
Si  5.762  1.2752  35.478  -0.0015  -0.0005  0.004
Si  9.6034  1.33  35.4428  0.0032  -0.004  0.0009
Si  11.5402  5.4196  35.4583  0.0036  0.004  -0.0002
Si  3.792  5.3956  35.4404  0.0036  0.0022  0.0024
Si  7.6419  5.4389  35.4431  -0.0002  -0.0005  0.0018
Si  1.8666  6.7679  35.5431  -0.0038  -0.0021  -0.0005
Si  5.7007  6.7918  35.4316  -0.0007  -0.002  -0.0022
Si  9.5946  6.7591  35.4737  -0.0025  -0.0023  -0.002
Si  1.8761  2.6903  37.3728  0.006  -0.0137  0.0038
Si  5.7572  2.6839  37.3882  -0.0056  -0.0073  0.0051
Si  9.617  2.6975  37.3817  -0.006  -0.0088  0.011
Si  -0.0508  4.0574  37.3874  -0.0092  0.0091  0.0074
Si  3.8203  4.0466  37.3802  0  0.0068  0.0109
Si  7.6779  4.0639  37.3735  0.0028  0.0043  0.0055
Si  1.8913  8.1787  37.4279  -0.0034  0.0014  0.0053
Si  5.7511  8.1681  37.3722  0.0066  -0.0086  0.0046
Si  9.626  8.1561  37.3916  0.0034  -0.0069  0.0007
Si  -0.0534  9.5326  37.3916  0.0079  0.0032  0.0095
Si  3.8254  9.5398  37.3965  -0.0037  0.0049  0.0053
Si  7.6983  9.5221  37.3903  -0.0082  0.0055  0.0157
Si  -0.0316  -0.0118  39.3147  -0.0043  -0.0164  -0.0091
Si  3.8399  -0.0102  39.3191  -0.0009  -0.0169  -0.0079
Si  7.706  -0.0193  39.3144  -0.0004  -0.0198  -0.0102
Si  1.9038  1.3475  39.3216  -0.0043  0.0193  -0.007
Si  5.7749  1.3444  39.3312  -0.0006  0.016  -0.0047
Si  9.635  1.3486  39.3247  0  0.0177  -0.0069
Si  -0.0284  5.4509  39.314  0.0017  -0.0195  -0.0086
Si  3.8405  5.447  39.3082  -0.0007  -0.0207  -0.0103
Si  7.7051  5.4489  39.3088  -0.0035  -0.018  -0.0104
Si  1.9064  6.8101  39.3425  0.0019  0.012  -0.0046
Si  5.7733  6.8149  39.3173  -0.0033  0.0211  -0.0076
Si  9.6401  6.8086  39.3292  -0.0049  0.017  -0.0033
Si  1.9867  2.7892  8.6888  -0.005  -0.0046  -0.0137
Si  5.8548  2.7875  8.7036  0.0067  -0.0041  -0.0153
Si  9.7225  2.769  8.7164  -0.0008  -0.0032  -0.0094
Si  0.0474  4.149  8.7252  0.0028  0.0057  -0.006
Si  3.9212  4.1537  8.7131  -0.0009  0.0093  -0.0041
Si  7.798  4.1442  8.7044  0.0003  0.0037  -0.008
Si  1.9886  8.2367  8.7042  0.0063  -0.0023  -0.0061
Si  5.8671  8.2528  8.6871  -0.0056  0.0024  -0.014
Si  9.7151  8.2548  8.7178  0.0092  -0.0053  -0.0121
Si  0.0581  9.606  8.7175  -0.0033  0.0036  -0.0089
Si  3.9183  9.6051  8.6569  0.0029  -0.0072  -0.0071
Si  7.791  9.6286  8.7224  -0.0019  0.0098  -0.0022
Si  11.6891  0.0705  10.6341  -0.0046  -0.0004  0
Si  3.9328  0.0596  10.5559  -0.0023  0.0016  -0.0006
Si  7.7961  0.0693  10.6697  -0.0012  -0.0029  -0.0021
Si  2.0024  1.444  10.621  0.0009  -0.0004  0.0006
Si  5.8646  1.421  10.6295  0.001  -0.0013  0.0046
Si  9.7528  1.409  10.6578  0.0015  0.0006  0
Si  11.6687  5.5664  10.6428  0.002  0.0013  -0.0011
Si  3.972  5.5531  10.639  0.0006  0.0051  0.0036
Si  7.8408  5.518  10.6392  0.0002  0.0042  0.0006
Si  2.0187  6.8992  10.6613  -0.0019  -0.0004  0.0013
Si  5.9101  6.8901  10.6127  -0.0013  -0.0058  -0.0002
Si  9.7496  6.9254  10.6745  -0.0019  -0.0046  0.003
Si  2.0048  2.961  12.4571  0.0068  0.0042  0.0049
Si  5.9111  2.7654  12.5803  0.0027  0.0015  0.0077
Si  9.8329  2.7611  12.6013  0.0047  0.003  0.0031
Si  11.6524  4.2916  12.6227  -0.004  -0.0007  0.0038
Si  3.9852  4.1915  12.5678  0.0007  -0.0011  0.0031
Si  7.8729  4.0959  12.5378  0.0009  -0.0022  -0.0008
Si  2.0011  8.2804  12.5933  -0.0014  -0.0035  0.0009
Si  5.8987  8.2167  12.5629  -0.0013  0.0009  0.0068
Si  9.775  8.3828  12.5747  0.0005  0.0023  0.0001
Si  11.7276  9.7241  12.6151  0.0036  -0.0022  0.0052
Si  3.9744  9.6267  12.4559  0.0049  -0.0014  0.0021
Si  7.8119  9.6455  12.6121  -0.0003  -0.0021  0.0048
Si  11.9698  0.1887  14.5588  0.0022  0.0011  -0.0006
Si  3.9966  0.203  14.2758  0.0045  0.0004  0.0009
Si  7.9938  0.0355  14.5906  0.0006  0.0005  -0.0009
Si  2.1483  1.6962  14.3778  -0.0034  -0.0005  -0.0013
Si  6.0467  1.3773  14.5246  -0.002  0.0014  -0.0057
Si  9.9141  1.4154  14.605  -0.0009  -0.0019  0.0004
Si  11.5014  5.6799  14.6261  0.0029  -0.0077  -0.0012
Si  3.8494  5.5232  14.5361  -0.0021  -0.0052  -0.0002
Si  7.933  5.4949  14.4327  -0.0009  -0.0059  -0.0007
Si  1.9556  6.9346  14.5925  -0.0014  0.007  -0.0016
Si  5.8886  6.7149  14.4427  0  0.0065  -0.0055
Si  9.6419  7.1262  14.5436  -0.0021  0.0048  0.0016
O  3.7484  4.675  15.9701  0  0.001  0.0017
O  6.0406  7.7377  15.744  0.0001  -0.0023  0.0031
O  3.6232  10.0162  15.4426  0.0006  0.0016  -0.0036
O  9.8225  2.3731  15.9671  0.001  0.0014  0.0014
O  2.0854  2.5956  15.7976  0.0021  0.0037  0.0007
O  9.5022  7.9355  16.0196  -0.0002  -0.0006  0.0008
O  8.087  10.1622  16.0426  0.0007  -0.0015  0.0027
O  2.0879  7.9058  15.9484  0.0017  -0.0017  0.001
O  6.1364  2.4139  15.8346  -0.0003  0.0002  0.0042
O  11.096  4.7176  15.9526  -0.0006  0.002  0.0018
O  8.3723  4.6137  15.7959  0.0007  0.001  -0.0017
O  0.9006  10.264  15.9152  0.0028  -0.0013  0.001
O  4.9906  7.699  30.161  -0.0044  -0.005  -0.0026
O  9.1229  2.3284  30.3467  0.0007  0.0001  -0.0049
O  11.4017  9.8421  30.2465  -0.0019  -0.006  -0.0063
O  4.3501  4.3858  30.1917  0.0005  0.0044  0.0005
O  3.7548  10.0373  30.162  -0.0023  -0.006  -0.0029
O  2.3257  7.8157  30.6498  0.0004  -0.0035  0.0012
O  5.8088  2.163  30.234  -0.0009  0.001  -0.0042
O  9.8374  7.6201  30.2401  0.0003  0.0008  -0.0035
O  1.5338  2.1707  30.1088  -0.003  0.0041  -0.0084
O  7.0595  4.5535  30.1782  -0.0027  0.0009  0
O  0.0067  4.3459  30.1084  -0.0014  0.0032  -0.0026
O  7.9635  10.0191  30.2559  0.0021  -0.0024  -0.0051
Si  3.5659  8.4608  29.8009  0.0013  0.0039  -0.0024
Si  0.542  5.3622  24.0978  -0.0007  0.0001  -0.0003
Si  8.7066  8.9952  17.0015  0.0002  0.0006  -0.0039
Si  1.5579  7.9729  19.9196  -0.0022  -0.0001  0
Si  3.6551  2.8672  25.0144  -0.0006  -0.0011  0.0019
Si  9.605  9.4969  22.3462  -0.0002  -0.0006  -0.0004
Si  1.8622  4.6695  26.7651  0.0002  -0.0031  0.0001
Si  6.2813  9.428  26.4768  -0.0007  0.0006  0
Si  1.4524  5.1559  19.166  0  0.0013  -0.0023
Si  6.101  4.8866  18.9678  0.0007  -0.0009  -0.0038
Si  0.5662  3.1101  29.1821  0.0041  -0.0036  0.0005
Si  9.7205  3.9361  16.4403  0.0011  -0.0013  -0.0026
Si  7.4801  1.0494  24.9405  -0.0002  -0.0007  0.0001
Si  1.8409  7.9533  22.9526  0.0002  -0.0007  -0.001
Si  7.9713  4.9585  21.3912  -0.0013  -0.0004  0.0007
Si  1.0401  9.6255  25.4013  0  0.0015  0.0008
Si  5.8752  0.4075  19.5032  -0.0001  -0.0011  -0.0022
Si  3.3003  1.4065  20.7888  -0.001  0.0013  -0.0006
Si  7.1551  3.5748  26.9791  -0.0014  -0.0001  0.0009
Si  3.9908  9.9783  22.701  -0.0006  -0.0018  0.0005
Si  10.5372  0.5347  24.438  -0.0019  -0.0001  0.0008
Si  9.3057  2.1776  28.7207  -0.0031  0.0016  -0.0011
Si  3.9323  9.0901  18.7414  0.0018  -0.0025  -0.0044
Si  5.5497  4.6642  23.2611  0.0007  -0.0012  0.0009
Si  3.7766  10.9195  25.7288  -0.0016  -0.0004  0.0028
Si  8.3464  10.1409  28.6707  -0.0042  -0.0008  -0.0026
Si  2.9658  3.5191  16.8239  0.0002  -0.0029  -0.0034
Si  10.3073  3.9961  19.5096  0.0001  -0.0012  -0.0028
Si  0.9762  2.4995  23.3531  0.0001  0.0003  0.0016
Si  0.4804  1.4879  20.3457  -0.0004  -0.0003  -0.0006
Si  5.755  3.689  29.6583  0.0007  -0.0042  -0.0042
Si  9.3709  6.7476  23.5203  -0.0012  -0.0004  0.0011
Si  10.751  8.6318  29.3594  -0.0015  0.004  -0.0005
Si  5.7499  2.3662  17.416  0.0015  -0.0001  -0.0015
Si  6.8792  10.8277  22.2137  0.0008  0.0012  0.0007
Si  10.6662  9.6831  19.458  0.0006  0.0003  -0.0027
Si  6.1114  7.4915  17.3494  -0.0007  0.0026  0.0009
Si  2.3156  9.495  16.2642  -0.0024  -0.0017  -0.0027
Si  1.6533  7.6429  27.6925  0.0016  0.002  -0.0034
Si  6.9084  6.4228  25.3981  -0.0011  0  -0.0008
Si  3.7123  4.367  20.966  -0.0009  -0.0007  -0.0009
O  4.1211  2.581  17.5101  -0.0002  0.0011  0.0014
O  0.3569  8.7522  19.1625  -0.0004  0.0021  0.0024
O  4.6543  7.884  17.9477  0.0008  -0.0019  0.0008
O  4.7371  9.962  26.649  0.0001  -0.0013  -0.0026
O  2.4411  2.3246  24.0556  -0.0004  0.0001  -0.002
O  3.1573  0.118  21.7843  -0.0006  -0.0003  -0.0015
O  4.099  1.5762  25.9323  -0.0011  -0.0005  -0.0016
O  1.9669  4.1969  17.939  -0.0001  0.0014  0.003
O  6.3056  0.9434  18.0241  -0.0011  -0.0005  0.0028
O  5.882  3.5451  28.0305  0  -0.001  -0.0039
O  3.0084  8.3716  28.2659  -0.0028  -0.0025  -0.0045
O  6.3256  7.8326  26.0382  -0.0011  -0.0009  -0.0003
O  1.825  6.7106  18.9195  0.0004  -0.0002  -0.001
O  8.0182  9.7332  22.5389  0.0008  -0.0016  -0.0036
O  2.1223  6.1012  27.4869  -0.0012  0.0005  -0.0002
O  2.193  10.629  25.9868  -0.0014  0  -0.0021
O  7.0591  9.5377  27.8968  -0.0005  -0.0013  0.0008
O  10.9241  2.2782  28.505  -0.0022  -0.0004  -0.0021
O  0.7605  4.0899  23.1054  -0.0008  0.0005  -0.0009
O  0.693  4.8774  25.6478  -0.0008  -0.0008  -0.0005
O  5.8792  5.9407  24.2227  -0.0006  -0.0001  -0.0009
O  1.6341  6.537  23.7436  -0.0013  -0.0003  -0.0021
O  8.5411  3.3262  27.839  -0.0008  0  -0.0021
O  5.5205  9.9394  22.185  -0.0013  -0.0006  -0.0024
O  8.6068  6.2302  22.1765  -0.0013  0  -0.0014
O  7.0345  2.3793  25.8261  -0.0017  0.0013  -0.0014
O  6.9833  10.5184  25.4753  -0.0003  -0.0011  -0.0003
O  1.2043  9.1822  23.8328  -0.0013  -0.0003  -0.0012
O  3.3905  8.4519  22.742  -0.0008  0.0001  -0.001
O  3.5171  2.8438  21.5309  0.0008  -0.0005  -0.0029
O  4.6213  4.6539  19.631  -0.0003  -0.0013  -0.0001
O  8.6694  0.7486  28.2438  -0.0007  -0.0021  -0.0038
O  2.1942  4.7876  20.5757  -0.0004  -0.0004  -0.0015
O  2.015  1.4171  19.7665  -0.0004  -0.0007  0.0004
O  7.4649  8.2869  17.8287  -0.0024  -0.0023  0.0008
O  10.0105  8.2093  23.2419  -0.0003  0.0006  0.0005
O  11.2078  10.4017  25.4864  -0.0007  -0.0006  -0.0007
O  7.0381  0.4596  20.6633  -0.0006  -0.0005  -0.0018
O  3.1838  4.0911  25.9963  -0.0018  0.0009  0
O  4.9241  3.428  24.1377  -0.0009  -0.0007  -0.0005
O  8.3579  6.8134  24.7795  -0.0008  -0.0002  0.0003
O  9.6899  9.2773  28.2974  0.0002  -0.0014  -0.003
O  6.5442  3.4691  18.3108  -0.0009  -0.0009  0.0018
O  11.2386  0.1989  19.8759  -0.0029  -0.0007  -0.0012
O  9.1035  1.031  24.9947  0.0001  -0.001  -0.0016
O  4.6714  1.3775  19.9474  0  -0.0012  -0.0024
O  0.7467  1.7139  21.9443  -0.0014  -0.0012  -0.001
O  1.1425  8.2658  26.2796  -0.0009  -0.0036  -0.0006
O  11.4343  5.1812  19.4346  -0.0006  0.0005  -0.0008
O  5.2219  -1.0527  19.3067  0.0018  0.0001  -0.0006
O  -0.1286  1.8625  24.3635  -0.0011  -0.0005  -0.0001
O  10.6018  5.7884  23.9116  -0.0002  0.0001  0.0004
O  10.3909  10.7988  22.9438  -0.0011  -0.0007  -0.0017
O  4.0831  10.5689  24.1896  -0.0007  -0.0006  -0.002
O  1.1273  7.7538  21.4877  -0.0005  -0.0009  -0.0008
O  9.7094  9.6392  18.1316  0.0009  0.0002  0.0021
O  1.4469  3.6238  27.9259  -0.0013  -0.0004  -0.0038
O  9.8598  9.1763  20.7762  0.0003  -0.0004  0.0005
O  2.7932  9.79  17.7948  0.0024  0.001  0.0012
O  9.2237  4.0986  20.7459  0.0007  0.0004  -0.0003
O  4.4061  5.1805  22.2006  -0.0007  -0.001  -0.0027
O  6.9506  1.0818  23.3608  -0.0005  -0.0006  -0.0005
O  6.1965  5.917  17.7224  0.001  0.0002  0.0009
O  9.5574  3.969  18.062  0.0011  0.0014  0.0022
O  7.1009  5.4591  20.113  -0.0009  0.0002  -0.001
O  7.1458  5.1082  26.3707  -0.0015  -0.0015  -0.0018
O  11.2013  2.6744  19.721  -0.0005  0.0012  0.0002
O  0.3398  7.7737  28.6599  -0.0013  -0.0013  -0.0007
O  6.9287  4.1985  22.4404  0.0004  0  -0.0021
O  3.0303  8.6744  20.0242  0.0012  0.0005  0.0005

Results
free energy: -193946.805 eV
free energy less fixed offsets of O -568.88, Si -635.61 eV per atom: -2.275 eV

The program warned: the cutoff lies below the one the program advises for these potential files; the exchange-correlation potential is rough where the density is thin.
